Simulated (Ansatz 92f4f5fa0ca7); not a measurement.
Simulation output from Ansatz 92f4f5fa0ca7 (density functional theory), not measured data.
Periodic cell of 256 atoms, Si144O112, from a study of silicon, its oxide and their interface. The atomic structure is a simulated model.
Doubt: the cutoff is far below the 930 eV that the study's wrapper takes by default for these files, so forces and energies are approximate.
This geometry differs little from another in the collection (a relaxation step or a small displacement).

Settings: functional PBE; potential files Ansatz PAW; basis plane waves; wave-function cutoff 580 eV; density cutoff ratio 5; exchange-correlation grid ratio 1; k mesh 1 x 1 x 1, Gamma-centred; self-consistency stop 5e-08 eV per atom in the density residual; occupations fixed; spin none; net charge 0.

Cell vectors (angstrom)
a  10.938  0  0
b  0  10.938  0
c  -1.9408  -5.264  37.1571

Atoms: element, x, y, z (angstrom)
Si  -0.2873  -6.8959  29.6001
Si  2.418  -4.2639  29.7889
Si  -0.8822  -0.9381  29.875
Si  1.9604  -9.1448  29.5568
Si  -6.2685  -6.4454  29.666
Si  -3.4771  -3.6566  29.5672
Si  5.1985  -1.4228  29.5905
Si  -3.0175  -9.6188  29.8526
Si  0.8133  -5.3692  31.0569
Si  3.586  -2.5601  30.9409
Si  0.8356  -10.7141  30.9731
Si  3.5142  -8.0264  30.972
Si  -4.639  -5.2635  30.9155
Si  -2.0107  -2.5596  31.0883
Si  6.2703  0.1432  31.0216
Si  -1.844  -7.9986  31.0384
Si  -0.5614  -3.9285  32.3644
Si  2.1965  -1.1818  32.3248
Si  -0.5184  -9.3813  32.4028
Si  2.1862  -6.689  32.4151
Si  4.9333  -3.9158  32.3541
Si  7.6074  -1.1773  32.4378
Si  4.8954  1.5519  32.3441
Si  -3.2871  -6.6288  32.3344
Si  -1.9408  -5.264  33.7388
Si  0.7937  -2.5295  33.7388
Si  -1.9408  0.205  33.7388
Si  0.7937  -7.9985  33.7388
Si  3.5282  -5.264  33.7388
Si  6.2627  -2.5295  33.7388
Si  3.5282  0.205  33.7388
Si  6.2627  -7.9985  33.7388
Si  1.3673  -1.3673  3.418
Si  4.1018  1.3673  3.418
Si  1.3673  4.1018  3.418
Si  4.1018  -4.1018  3.418
Si  6.8362  -1.3673  3.418
Si  -1.3673  1.3673  3.418
Si  6.8362  4.1018  3.418
Si  -1.3673  6.8362  3.418
Si  2.7317  -0.0509  4.7765
Si  5.441  2.7899  4.771
Si  2.6878  5.4979  4.8431
Si  5.4638  -2.7008  4.7922
Si  -2.7764  0.0074  4.8064
Si  0.0614  2.7204  4.7274
Si  8.148  5.5204  4.7036
Si  -0.0195  -2.6842  4.855
Si  1.36  1.2954  6.1248
Si  4.0877  4.1197  6.2015
Si  1.363  -4.0188  6.2859
Si  4.0945  -1.3635  6.2061
Si  -4.1181  1.4625  6.1283
Si  -1.3001  4.2212  5.8918
Si  6.8438  -4.0644  6.1368
Si  -1.4667  -1.3553  6.2609
Si  -0.3252  0.3027  7.4866
Si  2.9132  2.461  7.4172
Si  -0.371  -5.1709  7.4157
Si  3.0602  -2.986  7.646
Si  5.2245  0.3144  7.4206
Si  -2.4178  2.7097  7.2061
Si  5.3442  5.6915  7.4746
Si  -2.6558  -2.9374  7.652
Si  -0.5735  -6.6312  35.1061
Si  2.161  -3.8967  35.1061
Si  -0.5735  -1.1622  35.1061
Si  2.161  1.5723  35.1061
Si  4.8955  -6.6312  35.1061
Si  -3.308  -3.8967  35.1061
Si  4.8955  -1.1622  35.1061
Si  7.63  1.5723  35.1061
Si  0.7937  -5.264  36.4733
Si  3.5282  -2.5295  36.4733
Si  0.7937  0.205  36.4733
Si  3.5282  -7.9985  36.4733
Si  -4.6753  -5.264  36.4733
Si  -1.9408  -2.5295  36.4733
Si  6.2627  0.205  36.4733
Si  -1.9408  -7.9985  36.4733
Si  1.3673  1.3673  0.6835
Si  4.1018  4.1018  0.6835
Si  1.3673  6.8362  0.6835
Si  4.1018  -1.3673  0.6835
Si  6.8362  1.3673  0.6835
Si  -1.3673  4.1018  0.6835
Si  6.8362  -4.1018  0.6835
Si  -1.3673  -1.3673  0.6835
Si  0  0  2.0507
Si  2.7345  2.7345  2.0507
Si  0  5.469  2.0507
Si  2.7345  -2.7345  2.0507
Si  5.469  0  2.0507
Si  8.2035  2.7345  2.0507
Si  5.469  5.469  2.0507
Si  8.2035  -2.7345  2.0507
Si  7.3601  -0.105  23.0023
Si  -2.2806  -5.9362  12.1784
Si  6.5762  -7.7891  27.5937
Si  0.6735  -2.6612  24.8548
Si  -4.1256  -8.6991  24.764
Si  3.7471  4.8956  20.8246
Si  -0.7309  -9.6654  16.55
Si  0.751  0.8132  13.9984
Si  -11.961  -5.1974  24.3324
Si  -6.1853  1.9164  17.2525
Si  -5.7006  -7.7031  22.5351
Si  6.9868  -0.9864  9.7633
Si  -7.8088  -1.007  24.4766
Si  0.1338  -1.3534  17.8361
Si  13.8825  -2.5761  10.7753
Si  2.7267  2.218  19.5121
Si  -3.157  2.2705  21.1487
Si  -7.5969  -5.5407  11.2373
Si  1.6312  -5.314  15.926
Si  0.8952  -13.3861  27.8382
Si  -3.3198  2.2439  18.0656
Si  -7.2089  1.1811  14.3684
Si  -5.215  -3.8654  20.54
Si  0.3373  9.1161  12.3464
Si  8.7863  -3.2742  16.7386
Si  -0.1997  -12.905  20.9661
Si  -1.0564  10.8168  10.3252
Si  -7.7453  -0.2326  27.5109
Si  8.8049  -5.5223  27.3669
Si  10.1791  -4.1047  14.1503
Si  -7.5601  0.7193  22.0614
Si  2.846  -2.9302  17.4887
Si  -5.0456  -3.3468  17.551
Si  -4.6827  4.2934  13.8271
Si  3.339  4.2658  13.8373
Si  7.2695  -6.5991  9.5959
Si  -0.3533  -8.331  11.8714
Si  -1.3297  2.7859  23.5868
Si  0.4711  3.611  17.8902
Si  12.593  -4.0038  20.1196
Si  5.0487  -12.5977  22.3555
Si  -5.5185  2.8679  11.4138
Si  -6.1111  -11.084  11.7476
Si  -0.6113  -0.1695  23.3728
Si  -12.0533  -16.1398  19.0746
Si  8.6103  -4.2444  21.6651
Si  1.2582  -6.8304  9.5527
Si  6.1512  -6.5012  16.843
O  6.3502  -7.8805  21.3308
O  0.1207  -6.0895  8.6816
O  4.0743  1.3953  7.9353
O  5.8822  -0.3419  8.7665
O  -1.9374  -10.7418  29.2859
O  0.8266  -8.0223  29.0798
O  -7.377  -8.2829  13.6408
O  2.267  -2.3861  24.677
O  3.7936  6.9859  11.1784
O  8.2254  3.6877  8.4806
O  9.4445  -4.0842  8.0151
O  2.0719  2.9594  8.7411
O  5.8262  6.0093  17.0915
O  -6.222  7.9489  21.487
O  3.5489  -5.3187  29.1855
O  2.672  -9.7596  28.1774
O  6.3256  -2.5372  29.0794
O  -4.7753  -3.1446  19.1517
O  5.2421  -7.1616  28.2877
O  11.0118  -1.2086  24.4123
O  -2.5144  2.5313  24.7017
O  1.1986  -2.8253  21.1714
O  -1.3365  1.5853  7.7234
O  1.5359  -2.6306  11.5984
O  -0.1773  -0.5974  21.8515
O  4.593  -0.6873  28.2305
O  -9.6525  2.7369  18.9854
O  -2.7449  2.1505  19.5855
O  -2.7161  -4.231  28.2049
O  9.9609  -2.1485  16.9268
O  2.6318  -2.4879  9.1637
O  2.1938  11.7047  14.7628
O  -6.1548  3.5557  17.0744
O  0.5434  2.2128  13.1772
O  4.2183  -4.1297  7.9287
O  0.851  -0.4084  12.9425
O  2.5471  0.0435  23.3234
O  4.3108  4.5556  22.3164
O  4.4481  -2.5957  17.2157
O  9.2956  -7.436  12.3233
O  -9.2441  -12.6839  17.4544
O  2.0714  -1.3462  27.8376
O  4.2195  1.9742  22.6407
O  10.7376  -2.6749  13.6177
O  -6.3947  1.2353  15.781
O  -8.605  5.6996  20.9365
O  -1.2031  -4.8727  12.7757
O  -0.8588  4.1975  18.6171
O  -8.4605  1.2038  20.78
O  -3.6093  5.2416  13.0857
O  -0.3845  -1.8169  28.589
O  -4.8271  -8.0078  12.9153
O  10.5902  -9.4893  23.5961
O  -2.7516  -5.7002  10.6225
O  -6.1425  5.0149  13.9247
O  -0.5516  -6.7571  24.0025
O  -3.9251  -4.1175  21.4781
O  -6.4281  -1.6343  23.8893
O  4.477  -6.7373  11.1452
O  -2.602  -0.0896  9.8212
O  -0.032  0.2354  17.5816
O  -3.3442  0.733  21.6349
O  7.3162  -7.0944  17.8252
O  2.3234  5.2581  9.9825
O  6.7462  4.0696  15.3551
O  -0.262  -1.5754  19.3955
O  -1.506  -13.7826  21.426
O  -4.3183  -7.8954  10.3358
O  -4.8977  -7.5294  23.9306
O  -6.1816  1.3942  11.1403
O  -6.5244  -0.4138  21.5086
O  10.0782  1.2461  11.1633
O  8.9499  -7.9856  22.0839
O  -4.7343  2.299  26.2592
O  6.1966  1.4379  17.8678
O  -24.1503  1.5665  16.9983
O  -7.2439  -1.184  11.1948
O  -1.9487  -15.3424  17.9153
O  6.2526  -0.885  11.2619
O  3.3537  -11.1175  25.8795
O  1.5113  -3.7898  28.5018
O  -8.4801  -3.9703  16.2962
O  0.3141  -2.885  26.4071
O  -3.3468  -6.5882  27.2017
O  6.6517  -1.4835  22.5409
O  8.7647  -11.4168  23.6817
O  0.5771  3.449  10.8544
O  1.2689  -6.029  17.3369
O  -0.919  -6.2006  28.2368
O  -3.6625  -8.8766  28.5553
O  -0.5176  22.5553  15.0371
O  -1.6293  -5.1227  25.8575
O  -1.9785  -3.8798  15.2231
O  2.5476  -5.9113  12.6259
O  -10.7735  -14.9936  24.1476
O  -0.02  -0.201  9.0441
O  6.11  -5.7057  8.87
O  -3.702  -13.6504  16.8338
O  -6.0149  5.7349  20.0793
O  -1.8734  -5.3018  20.5051
O  -2.1206  6.1308  23.1815
O  7.4891  -2.4155  9.0514
O  6.501  0.7717  24.0945
O  -8.4076  -6.4378  15.1985
O  3.5571  -9.4343  18.2919
O  3.58  -18.3644  19.9992
O  -8.1842  -3.5309  19.0077
O  11.2386  -4.4319  19.3259
O  0.0794  2.6861  16.6164
O  11.3147  -4.9453  14.9647
O  4.5091  0.1215  13.3597
O  -0.829  -1.4509  11.2558

Results
free energy: -155245.659 eV
free energy less fixed offsets of O -568.88, Si -635.61 eV per atom: -3.259 eV

Forces (eV/angstrom), in the order of the atoms: element, x, y, z
Si  0.0019  -0.006  -0.0081
Si  -0.0052  0.0014  -0.023
Si  0.0063  -0.0057  -0.0267
Si  -0.0037  0.0035  -0.0134
Si  -0.0058  0.0042  -0.0165
Si  -0.0039  0.004  -0.0118
Si  0.0033  -0.0027  -0.0122
Si  0.0025  -0.0032  -0.0117
Si  -0.0017  -0.0031  0.0034
Si  -0.0006  0.001  0.0022
Si  -0.0016  -0.0026  -0.0003
Si  0.0004  -0.0008  -0.0001
Si  0.0004  -0.0017  -0.0016
Si  -0.0005  0.0001  -0.0005
Si  0.0002  -0.0012  0.0076
Si  0.003  -0.0001  0.0038
Si  -0.0013  0.0006  -0.0012
Si  0.001  0.0008  -0.0031
Si  -0.0017  -0.0016  -0.0024
Si  0.001  0.0027  0.0027
Si  -0.003  0.001  0.002
Si  -0.0013  0.0006  0.0012
Si  -0.0009  -0.0001  -0.0023
Si  0.0001  0.0012  -0.0026
Si  -0.0354  -0.0495  -0.0355
Si  0.1094  -0.0072  -0.3057
Si  0.116  0.009  0.1424
Si  0.1502  -0.1744  0.5508
Si  0.1685  -0.0193  -0.0349
Si  -0.2143  -0.2064  0.4133
Si  0.0009  -0.08  -0.158
Si  0.0313  0.0047  -0.3563
Si  -0.2509  -0.1479  -0.0486
Si  -0.0818  -0.0337  0.1154
Si  0.4144  0.1589  -0.2378
Si  -0.1332  0.0033  0.3364
Si  -0.07  0.1013  -0.0931
Si  -0.0679  -0.1398  0.0916
Si  -0.304  0.0951  -0.4498
Si  0.172  0.4349  -0.0072
Si  -0.0009  0.0008  -0.006
Si  0.0033  -0.0009  0.001
Si  -0.0008  0.0027  0.003
Si  -0.0011  0.0036  -0.0018
Si  -0.0037  0.0049  0.0002
Si  -0.0008  -0.0013  -0.001
Si  0.0017  0.0012  -0.0013
Si  0.0007  0.0039  -0.0004
Si  -0.0048  -0.0026  0.0039
Si  -0.0023  0.0032  0.0023
Si  0.0021  -0.0013  0.0077
Si  -0.0004  -0.0051  0.008
Si  -0.0018  -0.0034  0.0084
Si  -0.0011  0.0034  0.004
Si  -0.0012  -0.0019  0.0005
Si  -0.0005  -0.0076  0.0032
Si  0.0053  -0.0028  -0.0002
Si  0.0075  -0.0062  0.0067
Si  -0.0076  0.0058  0.0062
Si  0.0038  -0.0037  -0.0068
Si  -0.0006  0.0077  -0.0076
Si  -0.0034  -0.0068  -0.0131
Si  -0.0066  0.0037  0.0045
Si  0.0085  -0.003  0.0068
Si  -0.0096  -0.032  -0.0176
Si  0.0323  0.0191  -0.0238
Si  -0.0354  0.0638  -0.0118
Si  -0.0977  0.0241  0.0211
Si  -0.0267  0.0746  -0.005
Si  -0.0582  0.035  -0.0097
Si  -0.0338  -0.0963  -0.0124
Si  0.0536  0.0162  -0.0187
Si  -0.0223  -0.0137  -0.0248
Si  0.0112  0.0823  -0.0059
Si  0.0494  -0.0532  -0.0093
Si  0.0389  -0.0584  -0.0215
Si  0.0731  -0.0215  -0.0172
Si  0.0235  -0.0448  -0.0272
Si  -0.0211  -0.0273  -0.0266
Si  -0.0054  0.0214  -0.0022
Si  -0.0156  0.0487  0.0413
Si  -0.0225  -0.0382  0.0073
Si  0.014  -0.0244  0.0033
Si  -0.0129  0.0438  0.0191
Si  -0.0305  -0.0047  0.0003
Si  0.008  0.0258  0.0205
Si  -0.0177  0.042  0.0445
Si  -0.0503  0.0207  0.0118
Si  -0.0012  -0.0445  -0.0015
Si  0.0687  0.0966  -0.0114
Si  0.0237  0.0014  0.0494
Si  -0.0712  -0.0735  0.0217
Si  0.0511  0.0018  0.0178
Si  -0.0094  -0.0123  0.0298
Si  0.0049  -0.1102  -0.028
Si  0.1261  0.0663  -0.0061
Si  -0.0009  -0.0018  0.004
Si  -0.0003  -0.0024  0.0006
Si  -0.0028  -0.011  0.0101
Si  0.0058  0.0033  -0.0043
Si  0.008  -0.0037  0.0039
Si  -0.0004  0.0004  0.0051
Si  0.0003  -0.0017  0.003
Si  -0.001  0.0022  -0.0013
Si  0.0046  0.0018  -0.0033
Si  -0.0003  0.0034  0.0031
Si  0.0034  -0.0043  0.0063
Si  0.0008  0.0035  -0.0065
Si  -0.0069  -0.0073  -0.0015
Si  -0.0034  0.0012  0.0067
Si  0.0022  0.0011  0.0008
Si  0.0002  -0.0031  0.0047
Si  0.0035  0.0034  0.0033
Si  0.0007  -0.0045  -0.0053
Si  -0.0035  -0.0001  0.0023
Si  -0.0183  0.0059  0.0352
Si  0.0003  0.0021  0.0058
Si  -0.0005  0.0032  -0.002
Si  -0.001  0.0022  0.0029
Si  -0.0007  0.0016  -0.0074
Si  0.0007  -0.0024  0.0042
Si  -0.0029  0.0012  0.002
Si  0.0056  0.0004  -0.0022
Si  -0.0085  -0.0068  0.0103
Si  0.0005  0.0003  0.0059
Si  -0.0011  0  -0.0012
Si  0.0007  -0.0012  -0.0024
Si  -0.0034  -0.0042  0.0052
Si  0.001  -0.0026  0.0043
Si  0.0025  -0.0002  -0.0033
Si  -0.0021  -0.0012  -0.0005
Si  -0.006  -0.0053  -0.0009
Si  -0.0042  -0.0034  -0.0049
Si  0.0025  -0.0029  0.0025
Si  -0.0009  0.0008  0.0029
Si  -0.0026  0.0019  0.0021
Si  0.0012  0.0026  0.0043
Si  -0.0027  0.0003  -0.0074
Si  -0.0022  0.0027  -0.0066
Si  -0.002  0.0028  0.002
Si  -0.0015  -0.0015  0.0041
Si  0.0057  0.001  -0.0007
Si  -0.0019  0.0008  -0.0105
Si  0.0017  -0.0022  0.0008
O  -0.0041  0.0022  0.0003
O  -0.0014  0.0028  -0.0017
O  -0.0044  0.004  -0.0074
O  0.0003  -0.0026  0.0028
O  0.0054  -0.007  -0.0004
O  0.0017  -0.0003  0.0069
O  -0.0005  0.0006  0.0013
O  -0.0047  0.0029  -0.0009
O  -0.0031  0.0046  0.0029
O  0.003  0.0029  0.0013
O  -0.0016  0.0031  -0.009
O  0.0028  -0.001  -0.0022
O  -0.001  0.0001  -0.0024
O  0.0002  -0.0027  -0.0014
O  0.0058  -0.0069  0.007
O  -0.0013  -0.0047  0.0071
O  0.003  -0.0011  0.0081
O  0.0012  0.0025  -0.001
O  0.0027  0.0028  0.0077
O  0.0042  -0.0047  0.0033
O  -0.0036  0.0012  -0.0008
O  0.0013  -0.0024  0.0003
O  0.0007  0.0018  0.0064
O  0.0023  -0.0016  0.0025
O  0.0012  -0.0022  -0.0027
O  -0.0077  -0.0011  0.0031
O  -0.002  0.0008  -0.0012
O  0.0019  -0.0001  -0.006
O  -0.0058  0.0041  0.008
O  0.0008  0.001  -0.003
O  -0.0025  -0.0016  -0.0068
O  -0.0018  -0.0006  -0.0009
O  -0.0007  0.0002  -0.0004
O  -0.0015  0.0002  0.0004
O  0.0023  -0.0032  -0.0051
O  0.0004  -0.0002  0.0032
O  -0.0018  -0.0003  0.0052
O  -0.0023  0.0026  -0.0033
O  0.0007  0.0023  -0.0036
O  0.0038  -0.0015  0.0027
O  0.0006  0.0021  -0.0031
O  -0.0249  -0.0192  -0.0022
O  0  0.0059  0.0038
O  0.0003  0.0012  0.0008
O  0.0008  -0.0015  0.0016
O  -0.0006  0.0024  0.0008
O  -0.0011  -0.0007  0.0003
O  -0.0018  -0.0012  -0.0002
O  -0.0016  0.0016  -0.0017
O  -0.0009  0.0005  0.0013
O  0.0598  -0.0256  -0.0076
O  -0.0009  0.0008  0.0007
O  -0.0008  -0.001  -0.0014
O  -0.0009  0.0039  0.0018
O  0.0005  0.0035  0.0018
O  0.0004  -0.0007  0.0008
O  -0.0094  0.0006  0.0016
O  0.0025  0.0011  -0.0041
O  -0.0003  0.0018  0.0063
O  -0.0055  0.0005  0.0078
O  0.0018  -0.0007  0.0003
O  -0.0011  -0.0051  -0.003
O  0.0002  -0.0008  -0.0011
O  -0.0026  0.0007  0.0044
O  -0.0005  0.0008  0.0027
O  0.0004  -0.0004  -0.0013
O  0.0017  0.0021  0.001
O  0.0049  0.0023  0.0038
O  -0.0047  0.0013  -0.0051
O  0.0002  -0.0016  0.0038
O  0.0023  -0.0016  -0.0024
O  -0.0006  -0.0023  0.0011
O  -0.0008  -0.0004  -0.003
O  0.0024  0.0018  0.008
O  0.0007  -0.0009  -0.0012
O  -0.0015  0  -0.0028
O  -0.0003  -0.0012  0.0039
O  -0.0018  -0.0005  -0.0025
O  0.0036  -0.0014  -0.0044
O  0.0006  0.0028  0.0075
O  -0.0087  0.0564  -0.0113
O  0.002  0.0048  -0.0003
O  0.0063  0.0042  0.0252
O  -0.0008  0.0005  -0.0041
O  -0.0032  0.0015  0.0018
O  0.0032  -0.0018  0.0032
O  0.0027  0.0033  0.0027
O  -0.0011  -0.0007  0.0016
O  0.0019  -0.002  0.0039
O  -0.0139  0.0207  0.0006
O  -0.001  0.0005  0.0012
O  -0.0038  -0.0027  0.0066
O  -0.003  0.0017  0.0023
O  -0.001  0.0022  -0.0007
O  -0.0006  0.0024  0.0034
O  0.0008  0.0012  -0.0018
O  -0.0056  0.0044  -0.0016
O  -0.0016  0.0005  -0.0023
O  0.0001  -0.0001  -0.0002
O  -0.0006  -0.0039  -0.0031
O  -0.0017  0.0004  0.0045
O  0.0044  -0.0049  -0.0044
O  -0.0021  0.0009  0.0003
O  -0.0002  -0.0014  0.0005
O  -0.0004  -0.0018  -0.002
O  0.0025  0.0016  0
O  0.0028  -0.0002  0.0006
O  0.0038  0.0012  0.0008
O  0.0006  0.001  -0.0009
O  0.0017  -0.0019  0.0001
O  0.001  -0.0021  -0.0004
O  -0.0015  0.0029  0.0029

The program warned: the cutoff lies below the one the program advises for these potential files; the forces do not sum to zero within the program's tolerance; the exchange-correlation potential is rough where the density is thin.
